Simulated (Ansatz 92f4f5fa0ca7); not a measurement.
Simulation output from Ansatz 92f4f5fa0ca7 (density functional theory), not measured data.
Periodic cell of 406 atoms, Si266O140, from a study of silicon, its oxide and their interface. The atomic structure is a simulated model.
Doubt: the cutoff is far below the 930 eV that the study's wrapper takes by default for these files, so forces and energies are approximate.
This geometry differs little from another in the collection (a relaxation step or a small displacement).

Settings
functional: PBE
potential files: Ansatz PAW
basis: plane waves
wave-function cutoff: 580 eV
density cutoff ratio: 5
exchange-correlation grid ratio: 1
k mesh: 1 x 1 x 1, Gamma-centred
self-consistency stop: 5e-08 eV per atom in the density residual
occupations: fixed
spin: none
net charge: 0

Cell vectors (angstrom)
a 15.4687 0 0
b 0 12.8259 0
c 0 0 35.8724

Atoms and the computed forces on them: element, x, y, z (angstrom), force x, y, z (eV/angstrom)
Si -0.0364 1.1783 33.212 0.0031 0.0008 -0.0014
Si 3.8394 1.1815 33.1876 -0.0001 -0.0004 -0.0011
Si 7.7074 1.1753 33.2152 0.0005 -0.0003 -0.002
Si 11.5944 1.1755 33.1986 0.0007 -0.002 -0.0036
Si 1.9375 7.5878 33.1867 0.0006 -0.0002 -0.0017
Si 5.808 7.5924 33.2004 -0.0019 -0.0009 -0.0007
Si 9.6576 7.5974 33.1962 -0.0008 -0.0001 -0.0018
Si 13.557 7.5955 33.2133 -0.0016 0.0003 -0.0021
Si 1.9336 5.247 33.6055 -0.0513 0.1627 -0.1945
Si 5.8008 5.247 33.6055 -0.0819 0.1003 -0.1799
Si 9.6679 5.247 33.6055 -0.1872 0.2468 0.1523
Si 13.5351 5.247 33.6055 0.17 0.2102 0.2325
Si 0 11.6599 33.6055 -0.1179 0.0764 -0.1493
Si 3.8672 11.6599 33.6055 0.0145 0.1589 -0.0543
Si 7.7343 11.6599 33.6055 0.0024 0.0925 -0.2471
Si 11.6015 11.6599 33.6055 -0.1349 0.2845 -0.1567
Si 0 4.664 34.8422 -0.0166 0.0636 0.0269
Si 3.8672 4.664 34.8422 0.0237 -0.0141 -0.0462
Si 7.7343 4.664 34.8422 0.0527 0.0353 0.0124
Si 11.6015 4.664 34.8422 0.0123 -0.0261 -0.0273
Si 1.9336 11.0769 34.8422 0.0346 -0.0338 -0.0376
Si 5.8008 11.0769 34.8422 0.006 0.006 -0.032
Si 9.6679 11.0769 34.8422 0.0285 -0.0066 -0.0339
Si 13.5351 11.0769 34.8422 0.0242 -0.0411 -0.0504
Si 0 2.332 35.2545 -0.1092 0.0552 0.183
Si 3.8672 2.332 35.2545 -0.0355 0.0163 0.0346
Si 7.7343 2.332 35.2545 -0.0643 0.058 0.1697
Si 11.6015 2.332 35.2545 0.0372 0.0649 0.0549
Si 1.9336 8.745 35.2545 -0.0046 0.0238 -0.0016
Si 5.8008 8.745 35.2545 0.0212 0.0224 0.0922
Si 9.6679 8.745 35.2545 -0.0973 0.0133 0.0864
Si 13.5351 8.745 35.2545 0.1409 0.0383 0.1978
Si 1.9336 1.749 0.6188 0.0219 -0.0133 -0.0059
Si 5.8008 1.749 0.6188 0.0569 0.0025 0.0062
Si 9.6679 1.749 0.6188 -0.0123 -0.0134 -0.0175
Si 13.5351 1.749 0.6188 -0.0119 0.0283 0.0343
Si 0 8.162 0.6188 -0.0604 0.0353 0.0312
Si 3.8672 8.162 0.6188 0.0102 -0.001 -0.0057
Si 7.7343 8.162 0.6188 0.027 0.0435 0.0303
Si 11.6015 8.162 0.6188 0.0041 -0.0273 -0.0217
Si 0 5.83 1.031 0.0229 -0.0335 -0.0093
Si 3.8672 5.83 1.031 -0.0248 0.019 0.0294
Si 7.7343 5.83 1.031 -0.058 -0.0129 -0.0151
Si 11.6015 5.83 1.031 -0.0122 0.0309 0.0049
Si 1.9336 12.2429 1.031 -0.0266 0.0392 0.0273
Si 5.8008 12.2429 1.031 0.0079 -0.0152 -0.0192
Si 9.6679 12.2429 1.031 -0.0227 0.0028 -0.0028
Si 13.5351 12.2429 1.031 -0.0237 0.0172 0.0033
Si 1.9336 5.247 2.2678 -0.0188 0.0074 0.0266
Si 5.8008 5.247 2.2678 0.1096 0.0007 -0.0276
Si 9.6679 5.247 2.2678 0.004 -0.0133 -0.0009
Si 13.5351 5.247 2.2678 0.0745 -0.0423 -0.0695
Si 0 11.6599 2.2678 -0.0314 -0.0468 -0.1277
Si 3.8672 11.6599 2.2678 0.1344 -0.0504 -0.0674
Si 7.7343 11.6599 2.2678 0.0352 -0.0607 -0.1366
Si 11.6015 11.6599 2.2678 -0.0126 -0.0195 0.0579
Si 1.9336 2.915 2.68 -0.0228 -0.0047 0.0368
Si 5.8008 2.915 2.68 -0.0596 0.013 0.0425
Si 9.6679 2.915 2.68 0.0076 0.004 0.02
Si 13.5351 2.915 2.68 0.0083 -0.0106 0.0232
Si 0 9.328 2.68 0.0571 -0.0445 0.0121
Si 3.8672 9.328 2.68 -0.0154 -0.0112 0.022
Si 7.7343 9.328 2.68 -0.0293 -0.0573 -0.0302
Si 11.6015 9.328 2.68 -0.0062 0.0201 0.0308
Si 0.3995 -0.0358 26.5434 -0.005 0.014 -0.0144
Si 3.4982 0.0144 26.905 0.003 0.0029 -0.0007
Si 7.9521 0.2561 26.6788 0.0051 0.0074 -0.0114
Si 11.1496 0.4182 26.701 0.0007 0.0134 -0.0151
Si 2.333 6.6245 26.677 -0.004 0.008 -0.0082
Si 5.5089 6.443 26.4842 0.0068 0.0111 -0.0028
Si 10.1008 6.572 26.932 -0.0083 0.001 0.0021
Si 13.1833 6.6359 26.7201 0.0125 0.0101 -0.0029
Si 1.8248 4.3348 26.8667 0.0007 -0.0016 -0.0099
Si 5.7162 4.0648 26.8206 -0.0013 -0.0076 -0.0108
Si 9.7492 4.2573 27.2277 0.004 -0.003 -0.0049
Si 13.3492 4.3117 27.0723 -0.0013 -0.0034 -0.0119
Si 0.0192 10.509 27.0579 -0.0014 -0.0111 -0.0023
Si 3.7972 10.5179 26.9336 -0.0035 -0.005 -0.0153
Si 7.557 10.7646 26.8187 -0.0016 -0.0008 -0.0121
Si 11.563 10.8963 26.6979 0.0013 -0.0017 -0.0163
Si -0.0787 3.6115 28.0995 -0.0003 0.0036 0.0035
Si 3.7645 3.5309 28.1007 -0.0053 -0.0021 0.0096
Si 7.6624 3.6647 28.1801 0.0101 0.0046 0.0044
Si 11.5955 3.688 28.5358 -0.0049 0.0018 0.0054
Si 1.9409 9.9627 28.2989 0.0025 -0.0012 0.0093
Si 5.7581 9.9644 28.1359 0.0036 0.0009 0.0095
Si 9.631 10.0776 27.9692 -0.0027 0.0009 0.0097
Si 13.4222 10.1377 28.1139 0.0007 -0.0003 0.0083
Si -0.0573 1.2547 28.5361 0.0041 -0.008 -0.0002
Si 3.741 1.2643 28.8396 0.0033 -0.0034 0.003
Si 7.6628 1.3614 28.7225 -0.0069 -0.008 0.0025
Si 11.5181 1.3539 28.8156 0.0033 -0.0086 0.0021
Si 1.9961 7.6758 28.745 -0.0025 -0.0063 0.0005
Si 5.8429 7.6126 28.5691 -0.0031 -0.0087 -0.0036
Si 9.7676 7.8238 28.8364 -0.0021 -0.0066 -0.0033
Si 13.509 7.8191 28.7085 0.0014 -0.0075 -0.0091
Si 1.7893 0.6822 29.9643 -0.0023 -0.0013 0.0019
Si 5.7463 0.6447 29.9106 0.0032 -0.0043 -0.0074
Si 9.5795 0.6886 29.9624 -0.0008 0.0034 0.001
Si 13.5137 0.6707 29.8562 -0.0051 0.0009 -0.0003
Si -0.0062 7.0726 29.8529 0.001 -0.0063 -0.0029
Si 3.9394 7.0478 29.9072 0.002 -0.0027 -0.002
Si 7.7601 7.103 29.8741 0.0002 0.0007 -0.0043
Si 11.6608 7.1898 30.0509 0.0017 -0.002 0.0023
Si -0.0447 4.7239 30.2276 0.0009 0.0046 -0.0023
Si 3.8384 4.6995 30.214 -0.0019 0.0041 -0.0006
Si 7.7079 4.7694 30.2779 -0.0026 0.0012 -0.001
Si 11.5997 4.8633 30.5045 0.0002 0.0017 0.004
Si 1.9102 11.1684 30.3289 0.0026 0.0022 -0.0005
Si 5.7712 11.1141 30.2433 -0.0001 0.003 -0.0022
Si 9.6209 11.1559 30.1619 -0.002 -0.0025 -0.0035
Si 13.4868 11.1747 30.2545 0.0004 -0.0002 -0.0016
Si 1.9032 4.142 31.4914 0.0013 0.0018 -0.0091
Si 5.7706 4.1186 31.4998 -0.0001 0.0019 -0.0079
Si 9.6211 4.1281 31.5523 0.003 0.0011 -0.0087
Si 13.5534 4.1226 31.5615 -0.0004 -0.0004 -0.005
Si -0.0399 10.5227 31.5069 0.0008 0.0007 -0.0108
Si 3.8581 10.5302 31.5271 0 0.0027 -0.0113
Si 7.7237 10.542 31.484 -0.0003 0.0013 -0.0116
Si 11.5506 10.5873 31.49 0.0003 0.0036 -0.008
Si 1.8721 1.8191 32.0035 -0.0038 -0.0034 -0.0029
Si 5.7844 1.7826 31.9713 0.0005 -0.0017 -0.0012
Si 9.6379 1.797 32.0176 0.0001 -0.0025 -0.005
Si 13.5221 1.7854 31.948 -0.0016 0.0009 -0.0049
Si 0.0033 8.1875 31.9442 0.0012 -0.0016 -0.0036
Si 3.8839 8.191 31.9691 0.0004 -0.0036 -0.0026
Si 7.7224 8.2163 31.9529 0.0028 -0.0014 -0.0038
Si 11.6197 8.2907 32.0723 0.001 -0.0051 -0.003
Si 0 2.332 3.9167 -0.0706 -0.152 -0.0301
Si 3.8672 2.332 3.9167 0.1678 -0.2028 0.0515
Si 7.7343 2.332 3.9167 0.1315 -0.0592 0.371
Si 11.6015 2.332 3.9167 -0.1161 -0.2174 0.1508
Si 1.9336 8.745 3.9167 -0.0872 -0.2649 -0.2266
Si 5.8008 8.745 3.9167 0.1876 -0.1655 -0.1382
Si 9.6679 8.745 3.9167 -0.0028 -0.1629 0.0588
Si 13.5351 8.745 3.9167 -0.0569 -0.1643 0.2385
Si 1.9475 6.3985 4.3381 0.0003 0.0002 -0.001
Si 5.8366 6.4001 4.3316 -0.0022 0.0001 -0.0018
Si 9.6859 6.4005 4.3373 0.0005 -0.0004 -0.0019
Si 13.5548 6.3996 4.325 -0.0012 0.0001 -0.0029
Si -0.0034 12.8083 4.3207 0.0004 0.0026 -0.0011
Si 3.911 12.8146 4.3263 -0.0047 0.002 -0.0013
Si 7.7599 12.8143 4.3135 -0.0009 0.0002 -0.0013
Si 11.6023 12.8141 4.3447 0.0022 0.004 0.0001
Si 0.0101 5.8047 5.5833 0.002 0.0003 0.0017
Si 3.9057 5.7661 5.5285 0.0001 0.0046 0.0004
Si 7.7666 5.7879 5.5881 0.0011 0.0023 -0.0001
Si 11.6305 5.7566 5.5385 0.0006 0.0042 0.0024
Si 1.9556 12.1856 5.4895 0.0031 0.0052 0.0017
Si 5.8636 12.2156 5.5718 0.0025 -0.0019 0
Si 9.6606 12.2003 5.5773 -0.0034 -0.0022 -0.0011
Si 13.5414 12.1763 5.5647 -0.0009 -0.0015 0.0018
Si -0.0153 3.463 5.9837 0.001 -0.0003 0.0078
Si 3.9135 3.4494 5.9982 -0.0033 -0.0053 0.007
Si 7.7757 3.4615 6.0569 -0.001 0.001 0.0058
Si 11.5737 3.4282 6.0217 0.0036 -0.0026 0.0045
Si 1.924 9.8561 5.9616 0.0012 -0.0032 0.0052
Si 5.8468 9.869 5.9741 -0.0006 0.0008 0.0081
Si 9.6716 9.8545 6.0079 -0.0008 0.001 0.0055
Si 13.5086 9.8504 6.0396 -0.0006 0.0019 0.0056
Si 1.9416 2.8514 7.1557 0.0016 0.0019 -0.0047
Si 5.8394 2.8802 7.3066 -0.0013 -0.001 0.0041
Si 9.6916 2.8426 7.3853 -0.0002 -0.0012 0.0021
Si 13.5183 2.7936 7.2033 0.0012 -0.0029 0.0003
Si 0.0139 9.2697 7.2433 0.0015 -0.0034 -0.0013
Si 3.8882 9.1834 7.076 -0.0024 -0.0035 -0.0034
Si 7.7515 9.2297 7.2522 -0.0007 -0.0064 -0.0047
Si 11.5549 9.1903 7.2891 0.0022 -0.0047 0.003
Si 0.0058 6.9402 7.6673 -0.0002 -0.0012 0.0049
Si 3.9598 6.8699 7.5911 0.0023 0.0008 0.0025
Si 7.8215 6.8932 7.6805 -0.0004 0.0035 0.0066
Si 11.673 6.8276 7.6202 -0.0027 0.0024 -0.0028
Si 1.9823 13.3403 7.5133 0.0001 -0.0034 -0.0046
Si 5.9302 13.3671 7.6431 0.0026 0.0039 0.0044
Si 9.6294 13.3182 7.6617 0.0037 0.0019 0.0004
Si 13.5698 13.2977 7.6342 -0.001 0.0029 -0.0001
Si 1.991 6.3644 8.7936 -0.002 0.0038 -0.0033
Si 5.8969 6.2928 8.8987 -0.0012 0.0106 0.0013
Si 9.7736 6.1904 8.8633 -0.002 0.0087 0.0026
Si 13.5784 6.1851 8.9147 0.0041 0.0093 0.0021
Si 0.0968 12.7286 8.7955 0.0013 0.0095 0.0027
Si 3.9525 12.7118 8.6615 -0.0012 0.0056 0.0017
Si 7.7625 12.708 9.0417 -0.0133 0.0031 -0.0217
Si 11.5836 12.625 8.7466 0.0029 0.005 0.0023
Si 1.907 4.0632 9.1713 0.0008 0.0025 -0.0084
Si 5.8959 3.9691 9.4503 -0.0008 -0.0021 -0.009
Si 9.7705 3.8639 9.6111 0.0028 0.0011 -0.0066
Si 13.5426 3.823 9.3136 -0.003 0.0007 -0.0087
Si 0.0823 10.4147 9.3211 -0.0034 -0.0015 -0.0058
Si 3.9006 10.3971 9.0373 -0.0003 0.004 -0.0083
Si 7.6822 10.3497 9.3438 0.0025 -0.0041 -0.0036
Si 11.4339 10.3657 9.3722 -0.0062 -0.0003 -0.0133
Si 0.0515 3.3579 10.4779 0.0037 -0.0006 0.0074
Si 3.786 3.5126 10.409 -0.004 0.0067 0.0032
Si 7.7634 3.2863 10.8949 -0.0054 0.0043 -0.0036
Si 11.8175 3.0729 10.7979 0.004 -0.0102 0.0046
Si 2.1373 9.8423 10.4467 0.0046 0.001 0.0059
Si 5.6644 9.8021 10.4594 -0.0052 0.0058 0.0062
Si 9.4252 9.6715 10.7709 0.0013 0.0016 0.0076
Si 13.5033 9.7736 10.3399 0.0085 0.0075 0.0089
Si 0.6087 1.0252 10.8049 -0.0084 -0.0084 0.0025
Si 3.7419 1.2149 10.5463 0.003 -0.0099 -0.0005
Si 8.1549 0.7105 11.3242 0.0281 -0.0182 0.0538
Si 11.3568 0.7743 10.8361 0.0168 0.0036 -0.0028
Si 2.4231 7.549 10.7798 -0.0101 -0.009 -0.0012
Si 5.5563 7.451 10.9413 0.0039 -0.0129 -0.0079
Si 10.0885 7.3965 10.8467 -0.004 -0.0067 -0.0118
Si 13.2488 7.4976 10.8499 0.0084 -0.0133 -0.0051
O -3.1921 -0.5156 20.9013 0.0005 -0.0015 -0.0013
O 6.5297 6.8284 12.1455 -0.0003 0.0005 -0.0016
O -3.8704 6.8394 26.2498 -0.0001 -0.0017 -0.0016
O 7.1527 10.4407 25.2053 0.0014 0.0034 0.0042
O 4.2903 -1.437 23.3053 -0.0006 0.0007 -0.0018
O -2.5637 -11.7241 17.1316 0.0001 0.0006 -0.0025
O 9.0462 18.9739 21.1525 -0.001 -0.0015 -0.0002
O 2.519 10.4681 11.9691 -0.0038 -0.0023 -0.0042
O 3.759 12.2215 13.5071 0.0009 0.002 -0.0047
O 9.7095 5.8628 16.478 -0.0008 0.0001 -0.0052
O 11.176 9.9222 16.0144 -0.0006 0.0003 -0.003
O 12.1875 16.1456 12.4319 -0.0033 0.0026 -0.0072
O 15.488 18.0945 16.9332 -0.0002 0.0003 -0.0026
O 11.6712 7.2741 11.3348 -0.0058 0.0019 0.0013
O 2.2247 13.7222 11.1437 0.0029 0.0014 -0.0027
O 4.8799 13.802 11.7493 0.0007 0.0014 -0.002
O 1.3907 7.2078 11.991 0.0015 0.0008 -0.0039
O 15.8753 10.4934 15.7904 0.001 0.0017 -0.0024
O 8.1493 18.8758 14.1911 0.0005 -0.0001 -0.0001
O 3.4188 3.987 11.9825 0.003 -0.0033 -0.0028
O 7.6781 4.377 12.1738 0.0001 -0.0147 -0.0064
O 14.7285 1.4774 19.117 0.0015 0.0018 0.0003
O 9.3857 12.3718 17.9891 0.0006 -0.0007 -0.0026
O 9.2016 6.5703 11.9451 -0.001 -0.003 0.0033
O 8.3451 -4.2171 23.8629 0.0002 -0.0008 -0.0011
O 10.1048 3.4 25.848 -0.0045 -0.0011 -0.005
O 4.5766 6.8376 18.2621 0.0003 -0.0022 0.0001
O 8.9762 7.3518 26.0333 -0.0037 0.0056 -0.0027
O 6.4779 7.0683 25.2805 -0.0057 -0.0022 0.0026
O 4.6182 0.7309 25.9772 -0.0002 -0.0021 0.0033
O 15.7765 15.2534 23.6408 0.001 0.0008 0.0003
O 3.7404 9.8639 25.3959 0.0011 0.0029 0.0058
O 15.0901 0.3458 25.1401 0.0042 -0.0017 0.0031
O 7.1626 0.9071 25.3751 0.007 -0.0024 0.0045
O -1.3241 7.2179 25.5086 -0.0035 -0.0037 0.0032
O -2.5969 3.7378 25.567 0.0054 0.0032 0.0013
O 15.0647 2.5935 16.7287 -0.0002 -0.0005 -0.0019
O 9.5458 0.4168 26.3149 0.0003 -0.0058 -0.0017
O 5.6886 3.1212 25.4233 0.0016 0.0078 0.0023
O 1.9996 13.1155 26.241 -0.0064 -0.0018 -0.0026
Si -10.0461 22.7457 15.064 0.004 0.0001 0.0048
Si 5.231 -4.5953 17.6433 -0.0013 -0.0002 0.0006
Si 22.0642 11.195 21.0672 0.0014 0.0002 -0.0013
Si 2.9036 16.3369 13.4591 -0.0027 0.0013 0.0055
Si 6.071 4.1654 16.6464 -0.0004 0.0016 0.0048
Si 5.6806 1.5187 25.06 0.0026 0.0004 -0.0136
Si -4.6674 11.1102 14.9389 0.0029 -0.0008 0.0059
Si 8.1868 -4.3407 17.6671 0.0012 0.0006 0.0008
Si 9.7855 5.0758 20.1344 0.0023 0.0005 -0.003
Si 8.8967 0.9642 17.3789 0.0008 0.0012 0.0029
Si 0.8912 12.0574 15.9617 -0.0017 0.0014 0.0032
Si 15.3388 13.6946 23.6131 -0.0012 0.0012 -0.0003
Si 4.7131 12.8084 22.5619 0.0011 -0.0008 -0.0023
Si 10.4556 6.675 17.7243 0.0024 -0.0011 0.0014
Si -3.8084 14.018 16.0559 0.0005 0.0004 0.0036
Si 12.7566 11.4617 12.7854 0.0025 0.0017 0.0024
Si 15.7117 7.0801 20.0871 -0.0016 0.001 -0.002
Si 14.4969 14.0781 17.504 -0.0006 -0.0002 -0.0008
Si 9.0562 23.9464 18.9666 0.0007 0.0017 -0.001
Si 8.0976 11.0556 13.4187 0.0019 -0.0072 0.012
Si -7.5059 10.182 23.7938 0.0016 0.0002 -0.0025
Si 14.943 13.0809 13.5165 -0.0024 0.0029 -0.0022
Si 1.0684 -3.9415 22.3918 0.0008 0.0008 0
Si 7.8539 5.9545 12.5996 0.0012 0.0089 0.0048
Si 3.109 4.8111 16.089 -0.0001 -0.0006 0.0046
Si -9.3215 1.3699 15.7386 0.0006 -0.001 0.0057
Si 0.1959 2.5525 19.9436 -0.0012 -0.001 0.0004
Si 8.0266 -5.5522 24.7356 0.001 -0.0022 -0.0054
Si 12.3831 8.9786 16.6155 0.0002 -0.0003 0.002
Si 0.5985 16.5924 17.2568 -0.0016 0.0004 -0.0011
Si 16.46 16.7192 23.7359 0.0003 0.0003 0
Si -0.2264 9.0144 15.469 -0.0005 -0.001 0.0013
Si 17.3133 13.3569 21.4297 0.003 -0.0024 -0.0053
Si 16.4521 6.5899 17.1693 -0.0002 0.001 0.001
Si 15.5984 20.0947 12.9989 -0.0018 0.0021 0.0053
Si 7.6109 3.07 19.1132 0.0023 -0.0009 -0.0013
Si -10.9538 0.8307 13.3411 -0.0016 0.0005 0.0071
Si 7.8982 5.9411 22.3083 0.0028 -0.0012 -0.0002
Si 10.9006 11.1515 23.6583 -0.0029 0.0042 -0.0024
Si -3.7886 -2.0409 20.8337 0.0001 -0.0014 -0.0039
Si -0.0274 17.2354 13.3997 0.0009 -0.0011 0.0015
Si 21.5206 16.8452 21.1652 0.002 -0.0009 -0.0035
Si -10.3493 7.4243 22.3293 -0.0008 0.0022 -0.0026
Si 3.914 10.7751 12.7644 0.0014 -0.0005 0.0057
Si 1.0602 10.7808 20.2184 0.0004 -0.0008 -0.0022
Si -2.4178 2.8284 13.7486 0.0072 -0.0065 0.0073
Si 8.2718 6.3008 15.7777 0.0002 -0.0009 0.0047
Si 18.9855 17.7244 21.9967 -0.0015 0.0003 -0.0021
Si -1.4766 9.5132 19.239 -0.0019 0.0003 -0.0032
Si 0.0039 -4.7676 25.0699 0.0003 -0.0033 -0.0046
Si 14.4601 4.6896 21.8019 -0.0002 0.0005 -0.0015
Si 19.5238 -2.3011 19.2925 -0.0011 0.0002 -0.0001
Si 3.847 9.8706 23.7666 -0.0003 0.0011 -0.0019
Si 11.5008 2.9388 25.1357 -0.003 -0.0007 -0.0012
Si 19.5314 -0.5903 16.849 0.0016 0.0008 0.0013
Si 11.7034 -9.3623 22.0689 -0.0025 0.0017 0.0021
Si 12.457 13.3029 22.1863 0.0017 -0.0008 -0.0006
Si 20.0239 6.308 19.8107 -0.0005 0.0015 -0.0021
O -1.2759 7.2111 12.1701 -0.0001 0.0021 -0.0023
O 12.0265 15.1356 14.9083 0.0007 0.0017 -0.0063
O -1.4932 0.5584 22.7811 -0.0004 -0.0004 -0.0026
O -5.2503 14.4779 16.6895 0.0011 -0.0004 -0.0032
O -5.0645 -2.1243 19.801 0.0029 0.0002 -0.0005
O -3.6304 1.3803 25.5435 0 -0.0075 0.0038
O 14.1724 1.6784 13.4814 -0.0008 -0.0019 -0.0033
O 1.36 7.2505 25.5 0.0038 -0.0037 0.0012
O 5.8916 0.8111 14.2207 -0.0006 0.0002 -0.006
O 8.599 4.3411 19.3015 -0.0008 0.0001 -0.0008
O 5.4225 8.5493 16.0177 0.0003 0.0002 -0.0032
O 3.5269 2.0419 13.822 0.0024 -0.0016 -0.0043
O 15.2281 17.1963 11.7765 -0.0009 0.0005 0
O 7.5988 0.8747 16.3556 0 -0.0004 -0.0038
O 6.1766 15.8247 15.506 0.0003 0.0008 -0.0024
O -0.5333 18.6611 20.7691 0.0003 -0.0003 -0.0014
O 18.0483 10.2167 19.9416 -0.0011 -0.0003 -0.0015
O 11.7167 7.543 17.1097 -0.0014 -0.0003 -0.0027
O 9.2032 11.2789 14.6275 -0.003 0.0008 -0.0044
O 11.4169 12.5302 15.4411 -0.0002 -0.001 -0.0034
O 0.007 8.263 23.4565 0.0014 0.0006 -0.0035
O 18.7313 -7.3578 20.4494 -0.0006 -0.0006 0.0002
O -2.611 4.6257 22.0749 -0.0006 -0.0015 -0.0018
O -14.2032 16.2457 13.6382 0.0022 -0.0005 -0.0028
O 6.7162 7.0775 22.2814 0.0009 -0.0002 -0.0005
O 6.0152 12.6203 21.5943 0.0001 -0.0025 -0.0002
O 2.4308 6.2572 16.4627 0.0005 0.0004 -0.0031
O -0.9834 8.0033 19.5406 0.0017 -0.0016 -0.0014
O 6.8106 10.3514 14.2259 -0.0005 0.0005 -0.0037
O 0.4921 10.2172 21.6492 0.0018 -0.0009 -0.0012
O -4.6414 5.7025 19.0049 -0.0007 -0.0006 0.0004
O -10.6242 0.8508 16.6258 0.0006 0.0005 -0.0037
O 5.8137 18.0949 20.0912 -0.0002 0 -0.001
O 7.0219 18.2898 16.4165 -0.001 -0.0014 -0.0027
O 7.1464 23.2385 22.399 -0.0011 0.0012 -0.0043
O 17.9468 12.1796 16.3835 -0.0001 -0.0006 -0.0027
O 16.5948 0.1463 22.8542 0.001 0.0008 -0.003
O 8.8116 10.0645 12.2976 -0.0018 0.0001 -0.0055
O 19.6606 6.1512 22.8592 0.0007 -0.0014 -0.0017
O -2.5335 -2.9673 20.416 -0.0017 0.0013 -0.0007
O 9.8067 13.5053 11.3992 -0.0295 0.0019 -0.004
O 8.4925 1.7897 18.7118 -0.001 0.0003 -0.002
O 17.6987 17.072 22.7191 -0.0009 -0.0005 -0.0011
O 0.0033 9.5612 25.6939 -0.0005 0.0052 -0.0064
O 9.3407 -5.1832 18.4387 -0.0003 0.0005 -0.0021
O -0.7184 3.2708 21.0629 0.0032 -0.0008 -0.0028
O 15.6848 8.5825 13.9562 -0.0005 0.0007 -0.0013
O 4.2448 9.6757 13.9402 -0.0012 -0.0001 -0.0044
O -0.2192 4.8862 23.2373 0.0015 -0.0017 -0.0018
O 16.9312 1.9744 20.795 -0.0003 -0.0019 -0.0025
O 7.7495 12.453 12.5589 -0.0019 0.0245 -0.0349
O 2.0737 16.4545 16.5626 0.0024 -0.0001 -0.0035
O 3.448 0.445 21.6477 -0.0029 -0.0013 -0.001
O 12.1082 14.7812 21.6061 0.0005 0.0001 -0.0019
O 19.7032 9.3779 18.1709 0.0007 0.001 -0.001
O -3.9581 10.7263 13.5149 -0.0014 0.0005 -0.002
O 19.5527 11.9432 18.4658 0.0001 -0.0001 -0.0018
O 9.2747 11.1572 23.819 -0.0007 -0.0003 -0.0002
O 4.6348 16.5202 21.8922 -0.0002 -0.0007 -0.0008
O 3.9095 6.772 26.1441 -0.0023 -0.0029 -0.0007
O 3.9567 7.1885 11.3306 0.004 0.0049 0.0018
O 1.1743 19.574 18.7884 0.0008 -0.0001 -0.001
O 18.8783 4.6664 14.4923 0 -0.0017 -0.004
O 13.5963 8.8613 15.5122 0.001 0.0004 -0.0039
O 4.9973 11.1571 16.0429 -0.0004 0.0011 -0.0024
O -10.5427 8.7516 23.2475 0.0008 -0.0012 -0.0022
O -8.273 4.4783 22.2287 -0.0005 0.0008 -0.0013
O 0.2846 5.9255 13.9123 0 0.0003 -0.0012
O 11.2545 10.2592 22.3314 0.0012 -0.0004 -0.0008
O 15.8452 7.9634 16.5677 0.0001 0.0003 -0.0027
O 11.1772 3.2481 23.5862 0.0022 0.0007 -0.0066
O 14.0398 4.0619 14.1775 -0.0016 -0.0018 -0.003
O 24.059 10.0329 17.8459 -0.0005 -0.0008 -0.0031
O 11.4475 -0.1533 23.3363 0.0016 -0.0002 -0.0014
O 15.3552 10.436 19.1302 0.0012 -0.0002 -0.0009
O 15.4333 12.8938 11.9779 -0.0004 0.004 0.004
O -1.6289 11.944 13.9057 0.0009 0.0028 -0.0029
O 0.7964 16.4382 18.8686 0.0006 0.0006 0.0006
O 0.7022 -12.7468 14.5645 -0.0002 -0.0002 -0.0022
O 11.556 10.5255 25.0419 0.0025 0.0005 0.0138
O 5.2164 10.7786 11.7544 0.0038 -0.0004 -0.0033
O 22.1732 15.555 20.4264 -0.0012 -0.0002 0.0002
O 17.0365 3.9916 25.2493 0.0006 0.0006 -0.0002
O 15.3657 -0.0572 17.0563 0.0015 -0.0007 -0.0032
O 6.5191 16.2194 17.9807 0.0001 0.0006 -0.0059
O 1.2351 7.7655 21.2026 0.0002 0 -0.0015
O 13.5467 -2.4286 11.8741 0.0005 -0.0021 -0.0018
O 16.7246 -0.4497 20.2777 0.0017 0.0024 0.0029
O 2.4324 9.3513 23.1415 -0.002 -0.0014 -0.0026
O 8.5363 6.0291 23.81 -0.0017 0.0022 -0.0026
O 10.5529 3.9802 21.0529 0.0011 -0.0001 -0.001
O 4.5317 4.6224 16.8316 0.0021 -0.0005 -0.0035
O 20.7612 10.4638 20.3687 0.0017 0.0002 0
O 4.6976 7.6508 20.7578 0.0005 -0.0012 -0.0009
O 13.1256 9.6896 17.8774 0.0024 0.0004 0.0011
O 6.7161 8.2767 18.3256 0.0008 -0.0004 -0.0022
O 5.1752 1.199 23.5497 -0.0008 0.0026 -0.0028
O 8.1482 7.913 16.1214 0 -0.0001 -0.0034
O 12.2664 12.7725 11.9368 -0.0006 0.0018 -0.0024
O 23.2888 -1.4343 20.0075 -0.0008 0.0006 -0.0008

Results
free energy: -248718.971 eV
free energy less fixed offsets of O -568.88, Si -635.61 eV per atom: -3.511 eV

The program warned: the cutoff lies below the one the program advises for these potential files; the forces do not sum to zero within the program's tolerance; the exchange-correlation potential is rough where the density is thin.
